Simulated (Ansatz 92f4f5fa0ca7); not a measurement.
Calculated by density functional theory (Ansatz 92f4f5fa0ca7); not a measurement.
Periodic cell of 210 atoms, Si128O78As4, from a study of silicon, its oxide and their interface. The atomic structure is a simulated model.

Settings
functional: PBE
potential files: Ansatz PAW
basis: plane waves
wave-function cutoff: 700 eV
density cutoff ratio: 5
exchange-correlation grid ratio: 1
k mesh: 2 x 2 x 1, shifted by 0.5 0.5 0.5 of a step
self-consistency stop: 5e-08 eV per atom in the density residual
occupations: fixed
spin: none
net charge: 0

Cell vectors (angstrom)
a, 10.938, 0, 0
b, 0, 10.938, 0
c, 0, 0, 31.0733

Atoms: element, x, y, z (angstrom)
Si, 10.3238, 0.5874, 23.5716
Si, 5.7409, 10.6684, 23.8567
As, 2.2857, 3.2312, 23.4494
Si, 8.7053, 2.4671, 23.6514
As, 0.4242, 5.0403, 23.4726
Si, 5.1249, 5.9139, 23.8247
Si, 3.3286, 7.5245, 23.5636
Si, 7.471, 8.9587, 23.7661
Si, 1.272, 1.4644, 24.8183
Si, 6.8867, 1.4773, 24.9168
Si, 4.0058, 4.1524, 24.9414
Si, 9.6939, 4.1182, 24.9924
Si, 1.4327, 6.7687, 24.847
Si, 6.8279, 6.9848, 24.9895
Si, 4.0249, 9.4812, 24.8914
Si, 9.4799, 9.692, 24.8438
Si, 2.6715, 0.0214, 26.1911
Si, 8.1758, 0.0534, 26.326
Si, 0.0124, 2.7188, 26.3561
Si, 5.4352, 2.7731, 26.2538
Si, 2.717, 5.4982, 26.3473
Si, 8.2179, 5.5071, 26.2511
Si, -0.0166, 8.2226, 26.1665
Si, 5.4161, 8.2454, 26.3665
Si, 4.1018, 1.3673, 27.655
Si, 9.5708, 1.3673, 27.655
Si, 1.3673, 4.1018, 27.655
Si, 6.8362, 4.1018, 27.655
Si, 4.1018, 6.8362, 27.655
Si, 9.5708, 6.8362, 27.655
Si, 1.3673, 9.5708, 27.655
Si, 6.8362, 9.5708, 27.655
Si, 0, 0, 29.0223
Si, 5.469, 0, 29.0223
Si, 2.7345, 2.7345, 29.0223
Si, 8.2035, 2.7345, 29.0223
Si, 0, 5.469, 29.0223
Si, 5.469, 5.469, 29.0223
Si, 2.7345, 8.2035, 29.0223
Si, 8.2035, 8.2035, 29.0223
Si, 1.3673, 1.3673, 30.3895
Si, 6.8362, 1.3673, 30.3895
Si, 4.1018, 4.1018, 30.3895
Si, 9.5708, 4.1018, 30.3895
Si, 1.3673, 6.8362, 30.3895
Si, 6.8362, 6.8362, 30.3895
Si, 4.1018, 9.5708, 30.3895
Si, 9.5708, 9.5708, 30.3895
Si, 2.7345, 0, 0.6835
Si, 8.2035, 0, 0.6835
Si, 0, 2.7345, 0.6835
Si, 5.469, 2.7345, 0.6835
Si, 2.7345, 5.469, 0.6835
Si, 8.2035, 5.469, 0.6835
Si, 0, 8.2035, 0.6835
Si, 5.469, 8.2035, 0.6835
Si, 4.1018, 1.3673, 2.0507
Si, 9.5708, 1.3673, 2.0507
Si, 1.3673, 4.1018, 2.0507
Si, 6.8362, 4.1018, 2.0507
Si, 4.1018, 6.8362, 2.0507
Si, 9.5708, 6.8362, 2.0507
Si, 1.3673, 9.5708, 2.0507
Si, 6.8362, 9.5708, 2.0507
Si, 0, 0, 3.418
Si, 5.469, 0, 3.418
Si, 2.7345, 2.7345, 3.418
Si, 8.2035, 2.7345, 3.418
Si, 0, 5.469, 3.418
Si, 5.469, 5.469, 3.418
Si, 2.7345, 8.2035, 3.418
Si, 8.2035, 8.2035, 3.418
Si, 1.3844, 1.3017, 4.7598
Si, 6.8701, 1.3618, 4.8477
Si, 4.1316, 4.0823, 4.6739
Si, 9.5822, 4.0555, 4.893
Si, 1.393, 6.8109, 4.8479
Si, 6.8678, 6.8033, 4.724
Si, 4.0984, 9.5397, 4.8635
Si, 9.6051, 9.5538, 4.7191
Si, 2.6631, -0.053, 6.2441
Si, 8.2945, -0.0707, 6.1509
Si, 0.0511, 2.5728, 6.2202
Si, 5.4341, 2.8039, 6.1065
Si, 2.8566, 5.3757, 6.1018
Si, 8.1272, 5.4794, 6.2058
Si, -0.0463, 8.1991, 6.1603
Si, 5.5053, 8.0686, 6.129
Si, 3.7113, 1.7646, 7.359
Si, 10.0551, 0.7651, 7.5548
Si, 1.881, 3.5911, 7.323
As, 6.3701, 4.5043, 7.6003
As, 4.5466, 6.3477, 7.5812
Si, 9.0428, 7.35, 7.3905
Si, 0.9708, 9.7756, 7.6157
Si, 7.2869, 9.0763, 7.3066
O, 1.2227, 4.3485, 8.6522
O, 4.4926, 1.1459, 8.7039
O, 6.846, 9.6315, 8.8045
O, 9.4755, 7.1931, 8.9856
O, 9.3574, 1.2975, 9.0056
O, 1.4939, 8.853, 8.9755
O, 8.5012, 3.2648, 22.181
O, 10.4801, 11.0759, 21.9726
O, 3.1367, 7.4785, 21.8963
O, 5.8236, 5.5188, 22.3666
O, 5.0905, 0.2159, 22.39
O, 7.3962, 8.9267, 22.0996
Si, 3.6615, 7.6665, 15.2122
Si, 6.8786, 9.8509, 10.409
Si, 6.3283, 5.8301, 20.8519
Si, 4.2855, 0.3075, 10.0865
Si, 9.967, 6.9941, 10.5164
Si, 1.7593, 2.492, 14.6247
Si, 2.8903, 6.725, 12.5369
Si, 9.4414, 0.7194, 10.537
Si, 4.8329, 5.0304, 16.5398
Si, 0.7591, 4.4634, 10.1849
Si, 0.7411, 5.0586, 14.0238
Si, 2.2051, 9.7776, 19.2257
Si, 2.3209, 4.8289, 18.5747
Si, 10.6995, 5.8767, 16.911
Si, 5.5087, 10.1068, 15.852
Si, 5.219, 4.5997, 12.3722
Si, 7.6852, 3.7951, 13.9973
Si, 5.3702, 0.9698, 20.9831
Si, 8.0224, 8.3672, 20.7098
Si, 10.1574, 9.8288, 14.5422
Si, 7.7531, 5.788, 16.4014
Si, 7.5744, 8.2268, 14.6593
Si, 10.4868, 10.2108, 20.5922
Si, 9.0454, 1.3488, 18.6153
Si, 9.751, 3.3762, 11.9776
Si, 6.6231, 10.3042, 18.7421
Si, 2.5054, 8.7965, 10.2996
Si, 3.2949, 1.9075, 19.1886
Si, 3.0021, 2.624, 11.701
Si, 7.7128, 3.065, 20.7593
Si, 1.0967, 8.4647, 16.6233
Si, 0.2397, 9.7261, 11.6595
Si, 9.6396, 1.6975, 15.5369
Si, 4.272, 2.0011, 16.2663
Si, 3.4967, 7.1492, 20.3297
Si, 7.1523, 6.9647, 11.8291
O, 2.9121, 7.3237, 10.9804
O, 8.3347, 3.9483, 12.5087
O, 1.8699, 4.1219, 14.747
O, 4.1659, 2.0014, 20.5754
O, 9.4975, 1.7684, 11.7991
O, -0.0286, 7.465, 17.2554
O, 6.7575, 1.7891, 21.0779
O, 7.3646, 9.0152, 19.3799
O, 8.2658, 10.5743, 10.8739
O, 4.5562, 6.316, 15.5352
O, 3.2014, 1.1948, 10.9293
O, 9.5869, 8.8371, 20.6944
O, 7.0339, 7.3057, 13.426
O, 10.863, -0.0724, 10.545
O, 7.9763, 5.0431, 14.976
O, 7.6789, 6.7668, 20.6989
O, 10.4106, 8.3581, 11.2648
O, 8.4166, 2.5196, 14.7737
O, 6.6915, 9.598, 14.8396
O, 10.0492, 0.2798, 19.3617
O, 0.8877, 5.0218, 17.7664
O, 8.762, 2.6517, 19.5694
O, 1.9507, 3.7125, 11.0396
O, 2.2701, 7.4866, 16.0445
O, 10.7404, 10.2856, 13.1051
O, 5.5, 10.7931, 19.8079
O, 5.7186, 10.9464, 10.8226
O, 4.2939, 1.897, 17.8929
O, 5.0444, 6.5795, 20.1226
O, 2.3524, 2.1445, 13.1347
O, 1.6423, 9.5023, 17.7295
O, 1.8384, 9.5131, 11.6098
O, 2.5837, 0.4346, 19.2307
O, 9.1149, 8.6105, 14.324
O, 3.4163, 7.8378, 13.6057
O, 2.7339, 1.8133, 15.7368
O, 2.34, 3.2573, 19.1165
O, 3.7565, 9.7131, 9.8139
O, 3.8898, 5.4615, 12.754
O, 3.319, 8.5968, 19.5441
O, 6.1593, 5.6748, 11.5344
O, 4.8064, 3.5099, 15.8878
O, -0.1144, 5.6715, 15.274
O, 7.6396, 0.5732, 18.3458
O, 0.4875, 9.3626, 15.4271
O, 4.237, 9.123, 15.6315
O, 0.3591, 6.0218, 10.5203
O, 9.3688, 0.1215, 15.2456
O, 10.8144, 4.044, 13.0491
O, 0.2098, 2.0409, 14.9607
O, 9.6137, 1.898, 17.1726
O, 9.1246, 5.5369, 17.289
O, 6.0895, 3.9009, 13.5888
O, 6.8335, 4.3682, 20.2891
O, 2.4656, 5.9789, 19.7562
O, 3.6595, 5.0523, 17.6635
O, 1.0439, 9.6276, 20.3514
O, 10.2517, 3.7468, 10.4706
O, 4.5085, 3.3017, 11.6407
O, 1.4135, 6.2222, 13.0911
O, 6.3725, 5.2431, 17.1171
O, 8.6555, 6.4961, 11.3669
O, 7.548, 7.3763, 16.0565
O, 5.1694, 0.7678, 15.6347
O, 5.9032, 9.8279, 17.3925
O, 6.7167, 8.3605, 11.0757

Results
free energy: -145171.550 eV
free energy less fixed offsets of As -4857.07, O -569.03, Si -635.61 eV per atom: -0.850 eV

Forces (eV/angstrom), in the order of the atoms: element, x, y, z
Si, -0.0642, 0.0166, -0.0695
Si, 0.0235, -0.0423, -0.0632
As, 0.0212, -0.0361, 0.0217
Si, 0.0384, -0.0013, -0.0669
As, -0.0103, 0.0108, 0.0056
Si, -0.0023, 0.0561, -0.072
Si, 0.0419, -0.0459, -0.0629
Si, -0.0688, 0.0571, -0.0536
Si, 0.0299, 0.0622, -0.0113
Si, 0.0323, -0.0015, -0.0092
Si, -0.064, -0.0414, -0.0244
Si, 0.0633, 0.035, -0.0251
Si, -0.0165, -0.0476, 0.0001
Si, 0.0115, 0.0139, -0.0076
Si, -0.0056, -0.0445, -0.0102
Si, -0.0148, -0.0097, 0.0128
Si, -0.0105, 0.0057, 0.0656
Si, 0.0049, 0.0037, -0.0309
Si, -0.0157, -0.0309, 0.0053
Si, -0.0006, 0.0018, 0.0655
Si, 0.0144, 0.0205, 0.0095
Si, -0.0055, 0.0098, 0.0447
Si, 0.0007, 0.0026, 0.0357
Si, -0.0128, 0.0072, -0.0299
Si, -0.1318, -0.1405, -0.579
Si, -0.0469, -0.0381, 0.5438
Si, 0.089, -0.0009, 0.4386
Si, -0.0448, 0.2248, -0.3812
Si, -0.0525, 0.0139, 0.633
Si, 0.2188, 0.2129, -0.4286
Si, -0.2438, 0.0682, -0.6411
Si, -0.1184, 0.335, 0.3507
Si, -0.0907, -0.0521, 0.0058
Si, 0.0644, -0.0601, 0.0096
Si, -0.0157, 0.0531, -0.0059
Si, 0.059, -0.047, -0.0101
Si, 0.0498, -0.0219, -0.0131
Si, 0.0286, 0.0733, 0.017
Si, 0.085, -0.0684, -0.0125
Si, 0.0366, 0.0501, -0.0398
Si, 0.0372, -0.0267, 0.0014
Si, -0.0916, 0.0694, -0.0087
Si, 0.0516, -0.0625, 0.0086
Si, -0.0687, 0.0677, -0.0179
Si, -0.0654, 0.0488, -0.0136
Si, -0.0033, -0.0359, 0.0069
Si, -0.0547, 0.0733, -0.0111
Si, 0.0163, -0.0044, 0.0133
Si, 0.0708, -0.077, 0.0066
Si, -0.0281, 0.0297, -0.0028
Si, -0.038, 0.0252, -0.0181
Si, 0.0751, -0.0341, 0.0176
Si, 0.0105, 0.0369, -0.0015
Si, 0.0662, -0.0646, 0.0058
Si, 0.0644, -0.0756, 0.0105
Si, -0.0372, 0.0268, -0.0095
Si, -0.0912, 0.0139, -0.0016
Si, 0.0469, -0.0032, 0.0227
Si, -0.0722, -0.0957, 0.0178
Si, -0.0422, 0.0779, -0.0128
Si, 0.0532, -0.0077, 0.0163
Si, -0.0675, 0.056, 0.0045
Si, -0.064, 0.0524, -0.016
Si, 0.0257, -0.0178, 0.0184
Si, 0.1132, -0.0695, -0.5959
Si, -0.0047, -0.061, 0.6701
Si, -0.1679, -0.3657, -0.3603
Si, 0.0922, 0.034, 0.4606
Si, -0.0248, -0.1975, 0.6905
Si, 0.2512, 0.0601, -0.7191
Si, -0.0263, -0.0311, 0.4267
Si, 0.1103, -0.0339, -0.4371
Si, -0.0017, -0.0083, 0.0278
Si, 0.0071, 0.0063, -0.0647
Si, -0.0321, -0.0357, -0.0202
Si, -0.0118, 0.0092, -0.0462
Si, 0.0073, -0.0009, -0.0668
Si, 0.0418, 0.0281, -0.03
Si, 0.0021, -0.007, -0.061
Si, 0.0067, -0.0011, 0.0144
Si, -0.0265, 0.0152, 0.006
Si, 0.0074, -0.0087, 0.0102
Si, -0.0013, -0.0235, 0.0028
Si, 0.0332, 0.0777, 0.0336
Si, 0.0647, 0.0401, 0.0303
Si, -0.0528, -0.012, 0.001
Si, -0.0147, 0.0078, 0.0137
Si, -0.0405, -0.0533, 0.0082
Si, -0.0048, 0.0264, 0.0624
Si, 0.0196, -0.0302, 0.0599
Si, 0.0323, -0.0142, 0.0618
As, 0.0102, -0.0181, 0.0025
As, -0.0272, 0.0139, -0.0118
Si, -0.0264, 0.0562, 0.0637
Si, -0.0297, 0.0023, 0.0587
Si, 0.0541, -0.0241, 0.0762
O, -0.004, -0.016, 0.0058
O, -0.0199, -0.0112, -0.002
O, -0.0029, 0.0057, 0.0057
O, 0.0055, -0.0147, 0.0037
O, 0.0094, -0.022, -0.0252
O, -0.006, 0.0297, -0.0131
O, -0.0174, -0.0186, 0.0016
O, 0.0034, -0.0046, 0.0036
O, 0.0049, 0.0041, 0.0003
O, -0.0057, 0.0003, 0.0049
O, 0.023, 0.0096, -0.0103
O, 0.0208, -0.0133, -0.004
Si, -0.0092, -0.0035, -0.007
Si, -0.0089, -0.0002, 0.0033
Si, 0.0038, -0.0074, 0.0007
Si, -0.0014, -0.0052, 0.0005
Si, 0.003, -0.0068, 0.0029
Si, 0.0039, -0.0037, 0.0035
Si, -0.0017, 0.0043, -0.0018
Si, 0.0004, -0.0014, 0.0123
Si, -0.0012, -0.0005, -0.0013
Si, -0.003, 0.0026, -0.0003
Si, 0.0007, 0.004, 0.0021
Si, -0.0005, -0.0041, 0
Si, -0.0029, 0.0025, 0.0033
Si, 0.0005, 0.0041, 0.0002
Si, 0.0033, -0.0051, 0.0025
Si, 0.0006, -0.0059, 0.0037
Si, -0.0073, 0.0003, 0.002
Si, -0.001, -0.0043, 0.0113
Si, 0.0008, -0.0001, -0.0032
Si, 0.0003, 0.0003, 0.0007
Si, -0.0008, 0.0057, -0.0046
Si, -0.0016, -0.0006, 0.0021
Si, 0.0013, -0.0081, -0.0092
Si, 0.0001, 0.0068, -0.0013
Si, -0.0029, 0.0013, -0.0002
Si, -0.0046, -0.0007, 0.0003
Si, 0.0104, -0.0016, 0.0095
Si, 0.0084, -0.0024, 0.0031
Si, 0.0024, -0.0021, 0.0021
Si, -0.0069, -0.0019, -0.0004
Si, -0.0007, 0.0022, 0.0007
Si, 0.0026, -0.0003, 0.0078
Si, -0.0023, 0.0014, 0.0052
Si, 0.0017, -0.0052, 0.0055
Si, 0.0034, -0.0008, 0.0074
Si, -0.0039, -0.003, 0.0013
O, 0.0097, -0.0037, 0.0136
O, 0.0175, -0.0122, 0.0159
O, -0.0155, -0.0139, -0.0191
O, 0.0104, -0.0216, -0.019
O, -0.0062, -0.0176, -0.0078
O, 0.0183, -0.0123, -0.0215
O, -0.012, 0.0034, -0.0217
O, 0.0006, 0.0128, 0.0118
O, 0.0071, 0.0026, -0.0203
O, -0.0074, 0.0044, 0.02
O, 0.0138, -0.0063, -0.0114
O, -0.0077, 0.0185, 0.0008
O, 0.0095, 0.0122, -0.0072
O, -0.0191, -0.0029, 0.0185
O, -0.0142, -0.0059, 0.0107
O, -0.0209, 0.0078, 0.0011
O, 0.0162, 0.0209, -0.0094
O, 0.0153, -0.0031, -0.002
O, -0.0019, -0.0213, 0.0159
O, -0.0138, 0.0025, 0.0151
O, 0.0076, 0.0188, -0.0048
O, -0.0139, -0.023, 0.0074
O, 0.0049, -0.0054, 0.0012
O, -0.0012, 0.0127, -0.0065
O, -0.0037, -0.0182, -0.0073
O, 0.015, 0.0131, -0.0006
O, 0.0064, -0.0029, -0.0136
O, -0.0212, 0.0084, -0.0048
O, -0.0147, 0.0017, 0.0138
O, -0.0067, 0.0167, 0.0064
O, 0, -0.022, 0.0102
O, -0.0218, -0.0015, -0.022
O, 0.0093, 0.0127, -0.0011
O, -0.0081, 0.0148, 0.0094
O, -0.0091, -0.0252, 0.0023
O, 0.0126, 0.0149, -0.0118
O, 0.0124, -0.0003, -0.0007
O, -0.0169, 0.0112, 0.011
O, -0.0113, 0.0125, -0.0109
O, -0.0244, -0.0055, 0.0044
O, 0.0088, 0.0105, 0.0194
O, -0.0029, -0.0042, 0.0023
O, 0.0137, -0.0001, 0.0105
O, 0.0078, -0.0056, 0.0166
O, -0.0143, -0.01, 0.0014
O, 0.0226, 0.0084, -0.0047
O, -0.0137, 0.0052, -0.0074
O, 0.0177, 0.0021, -0.0077
O, 0.007, 0.0152, 0.0021
O, -0.0016, 0.0028, 0.0088
O, -0.0124, -0.0132, -0.0079
O, -0.0008, 0.0002, -0.0151
O, -0.0076, 0.0135, -0.0107
O, 0.0119, -0.0149, 0.0097
O, 0.021, 0.0051, -0.011
O, -0.0033, -0.0033, -0.0068
O, -0.0028, 0.0148, -0.0191
O, 0.0221, 0.0054, 0.0111
O, -0.0133, -0.0061, -0.0055
O, 0.0101, -0.0194, 0.0142
O, 0.0001, 0.0099, -0.0183
O, -0.0161, 0.0121, -0.0021
O, 0.001, -0.009, -0.0236
O, -0.0245, -0.0016, 0.0188
O, 0.0111, 0.0161, -0.0067
O, 0.0163, 0.0019, -0.0015

The program warned: the cutoff lies below the one the program advises for these potential files; the forces do not sum to zero within the program's tolerance; the exchange-correlation potential is rough where the density is thin.
